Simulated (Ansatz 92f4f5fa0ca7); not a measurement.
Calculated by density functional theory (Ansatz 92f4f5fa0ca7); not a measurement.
Periodic cell of 268 atoms, Si148O120, from a study of silicon, its oxide and their interface. The atomic structure is a simulated model.

Settings: functional r2SCAN; potential files Ansatz PAW; basis plane waves; wave-function cutoff 800 eV; density cutoff ratio 5; exchange-correlation grid ratio 1; k mesh 1 x 1 x 1, shifted by 0.5 0.5 0 of a step; self-consistency stop 1e-10 eV per atom in the density residual; occupations fixed; spin none; net charge 0.

Cell vectors (angstrom)
a	10.88	0	0
b	0	10.88	0
c	0	0	37.6809

Atoms and the computed forces on them: element, x, y, z (angstrom), force x, y, z (eV/angstrom)
Si	-0.389	0.2323	-0.1313	0.0594	-0.0534	-0.2264
Si	3.1146	2.3205	-0.0287	-0.0235	-0.0463	-0.1687
Si	-0.3247	5.8423	-0.3486	0.0227	0.0066	-0.3112
Si	3.0328	8.0531	-0.0173	-0.0338	-0.0333	-0.3049
Si	5.332	0.1976	0.418	0.0624	0.0255	-0.1665
Si	8.3114	2.4758	-0.3471	-0.0557	-0.0178	-0.3153
Si	5.2652	5.8896	0.0374	0.0014	-0.0746	-0.2277
Si	8.2778	7.9451	0.2431	-0.0246	0.0397	-0.1965
Si	1.2735	1.3387	1.1179	0.014	0.0109	0.0021
Si	4.153	4.1271	1.1083	0.0007	-0.0049	0.0233
Si	1.2996	6.8966	1.063	-0.0058	-0.0076	0.0684
Si	4.1671	9.3987	1.4886	-0.0141	-0.0373	-0.0029
Si	6.9966	1.4416	1.3539	-0.0094	0.0274	0.0383
Si	9.4971	4.1134	0.9468	-0.0054	0.0192	0.0557
Si	6.7897	6.7781	1.5747	-0.0075	0.0156	-0.0151
Si	9.4696	9.5954	1.3321	0.0277	0.0204	0.0569
Si	-0.0293	2.7831	2.4514	0.033	0.0008	-0.0074
Si	2.671	-0.0174	2.5851	-0.0586	0.0163	-0.0018
Si	0.0138	8.1878	2.5737	-0.0077	0.0078	-0.0248
Si	2.7039	5.4894	2.4526	-0.0265	-0.0366	-0.0406
Si	5.4859	2.7823	2.5865	0.0213	0.0431	-0.012
Si	8.1948	0.0334	2.7532	0.0162	-0.0102	-0.0254
Si	5.4905	8.1499	2.8908	0.0104	0.0068	-0.0329
Si	8.2119	5.3049	2.6143	-0.0173	-0.031	-0.0106
Si	1.3649	4.1102	3.8465	0.0015	0.0182	0.0229
Si	4.0744	1.3852	3.8989	0.0031	-0.0118	-0.0115
Si	1.3629	9.5048	3.9724	0.0191	0.0197	0.0283
Si	4.0336	6.7437	4.0005	-0.0162	0.0056	0.0641
Si	6.8334	4.0426	4.0142	-0.0371	-0.0153	0.0225
Si	9.5946	1.4196	3.9701	-0.0083	0.0102	0.0544
Si	6.8261	9.5813	4.1155	0.0185	0.0029	0.0157
Si	9.5383	6.7786	3.9058	0.0315	0.0002	0.0145
Si	0.0385	0.0106	5.3195	0.0028	-0.013	-0.0084
Si	2.7214	2.7428	5.2541	-0.0182	0.0077	0.0073
Si	0.0249	5.4439	5.2795	-0.0072	-0.0062	0.0066
Si	2.71	8.1491	5.3439	-0.0224	-0.0051	-0.0117
Si	5.4017	0.0599	5.3519	0.0064	-0.0008	0.0159
Si	8.184	2.6958	5.3638	0.0118	0.0203	-0.0065
Si	5.4498	5.4175	5.3323	0.0321	-0.0121	-0.0131
Si	8.2067	8.139	5.3302	0.0103	0.0037	0.0256
Si	1.3971	1.3674	6.6572	-0.0103	0.0199	-0.0076
Si	4.0795	4.0665	6.6656	-0.0051	0.0093	-0.0096
Si	1.3509	6.7946	6.6882	-0.0062	-0.0076	-0.0094
Si	4.0745	9.5323	6.6806	-0.0134	0.0013	0.0032
Si	6.8059	1.3509	6.7135	0.0076	-0.0027	-0.0054
Si	9.5487	4.0877	6.674	0.0078	-0.0041	-0.0023
Si	6.8191	6.7874	6.6714	-0.0052	-0.0152	-0.0006
Si	9.5632	9.5139	6.6724	0.0077	-0.0074	-0.0058
Si	0.0183	2.7001	8.0203	-0.0038	0.0051	0.006
Si	2.7231	0.0093	8.0492	-0.0051	-0.0107	-0.001
Si	0.0096	8.1565	8.0633	0.0104	0.0011	0.0042
Si	2.7088	5.4231	8.0232	-0.008	-0.015	0.0078
Si	5.442	2.7261	8.0352	-0.0065	0.012	-0.0003
Si	8.1926	-0.0283	8.0229	0.0114	0.0268	0.0024
Si	5.4507	8.1556	7.9933	0.0056	-0.0137	0.004
Si	8.1898	5.4408	8.0463	0.0016	-0.0008	0.0008
Si	1.3504	4.0571	9.3943	0.002	-0.0029	-0.0006
Si	4.071	1.3916	9.3927	-0.0015	0.0189	-0.0178
Si	1.3579	9.5308	9.4189	-0.0055	0.0053	0.0046
Si	4.073	6.8063	9.3406	-0.0096	-0.0068	-0.0126
Si	6.8271	4.0613	9.3834	0.0062	0.0118	0.0075
Si	9.5392	1.344	9.3965	0.0018	0.003	0.0008
Si	6.8545	9.462	9.3347	-0.001	-0.0147	-0.0101
Si	9.5499	6.7852	9.4402	0.0072	-0.0156	-0.005
Si	0.0002	0.0049	10.8049	-0.0106	0.015	-0.0312
Si	2.6954	2.7369	10.7928	-0.0173	0.0295	-0.0194
Si	0.0042	5.3763	10.8073	0.0159	-0.013	-0.0267
Si	2.7181	8.1353	10.736	-0.0091	-0.002	-0.0451
Si	5.5144	-0.0001	10.5835	0.0093	-0.0113	0.0015
Si	8.1975	2.7158	10.7719	0.0296	-0.0283	-0.0564
Si	5.4304	5.4358	10.6629	-0.0084	-0.0041	0.0028
Si	8.1694	8.1353	10.7793	-0.0218	-0.0007	-0.0317
Si	1.3185	1.4112	12.1886	-0.0258	-0.0073	0.024
Si	4.0943	4.1395	12.0736	0.0034	0.0162	0.0328
Si	1.413	6.7129	12.1321	-0.0036	-0.0215	0.0141
Si	4.1686	9.5632	11.8982	-0.0048	0.0062	0.0347
Si	6.8227	1.2861	12.0127	-0.0132	0.0066	0.0082
Si	9.5017	4.0471	12.2357	0.0066	0.0436	-0.0047
Si	6.7733	6.7236	12.0505	0.0152	-0.0285	0.0213
Si	9.5172	9.4957	12.1544	0.0267	0.0334	0.0211
Si	-0.0175	2.7551	13.7158	0.0152	-0.0384	-0.0762
Si	2.8305	-0.0292	13.2787	0.0066	0.0087	-0.0081
Si	-0.0477	7.9949	13.4404	-0.0085	-0.0228	-0.0186
Si	2.8419	5.4671	13.6023	-0.0175	-0.0159	-0.057
Si	5.4265	2.6514	13.2669	-0.0317	0.0378	-0.0164
Si	8.1495	0.0347	13.5036	0.0159	-0.0208	-0.0617
Si	5.4545	8.2001	13.2611	-0.0261	-0.022	-0.0371
Si	7.9998	5.3582	13.5474	-0.0123	0.0149	-0.0736
Si	1.6466	3.9519	14.9641	0.0806	0.0351	0.3275
Si	3.8417	1.6261	14.633	0.0232	-0.0026	0.244
Si	1.6445	9.2272	14.3894	-0.0287	0.0506	0.2086
Si	3.9728	7.2177	14.7655	-0.0051	0.0063	0.2544
Si	6.8672	3.6584	14.7942	-0.0072	0.0422	0.4072
Si	9.2047	1.5613	14.9438	0.0202	0.0197	0.4584
Si	6.9939	9.2479	14.6431	-0.0072	-0.0362	0.288
Si	9.1732	6.9233	14.8069	0.0057	-0.0105	0.2734
Si	2.3356	4.2875	17.8827	0.0278	0.0189	0.2659
Si	-4.5822	12.4873	22.25	0.0201	0.0219	0.1326
Si	-0.6977	8.9755	18.8062	0.0273	-0.0052	0.1689
Si	3.7245	9.2146	18.8444	-0.0311	0.0052	0.1833
Si	6.5548	1.9874	19.3955	0.023	0.0257	0.164
Si	-5.066	11.1854	24.9804	0.0067	-0.0149	0.0366
Si	5.812	8.1127	17.0245	0.0246	-0.0133	0.2805
Si	4.9533	2.8459	16.9922	-0.0251	0.0343	0.2553
Si	5.924	6.3472	21.6971	-0.0015	0.0032	0.1177
Si	-0.3664	4.1348	21.9165	0.013	0.0011	0.1093
Si	-0.3229	-1.9691	21.8299	-0.012	-0.0014	0.1416
Si	9.1084	11.7347	18.0224	-0.0401	0.0116	0.2599
Si	1.4918	10.1826	17.121	0.0236	-0.0029	0.2256
Si	8.5317	6.6008	17.7239	0.0002	-0.044	0.2533
Si	-3.3196	-4.2387	25.6487	0.0105	-0.0133	0.0203
Si	-2.9812	8.1843	23.0756	0.0077	0.0178	0.0875
Si	-9.6636	10.8871	23.2081	-0.0177	0.0027	0.0684
Si	3.2191	6.5016	20.0966	0.0176	-0.0016	0.1668
Si	5.3933	11.4796	31.2861	-0.0091	-0.0095	-0.1089
Si	8.779	2.2753	23.5996	-0.0099	-0.0175	0.0744
Si	1.3403	17.3901	22.6227	-0.0288	0.0037	0.1044
Si	7.5099	3.733	25.9719	0.0037	0.0169	0.0018
Si	-1.1614	5.2595	26.9908	-0.0218	-0.0076	-0.0481
Si	1.0172	-4.3688	25.4994	-0.0188	0.0111	0.0192
Si	-4.8533	9.1119	29.4915	-0.0221	-0.0128	-0.074
Si	2.7393	11.236	20.8389	-0.0034	0.0236	0.1616
Si	4.924	6.0763	30.2361	-0.01	0.0116	-0.0972
Si	8.0551	4.6698	20.0716	0.0074	-0.0128	0.1551
Si	0.8986	12.5704	18.8198	-0.0093	-0.0046	0.1806
Si	3.3947	-6.9617	28.7613	-0.0066	0.0057	-0.0921
Si	2.3926	8.1555	27.5044	-0.0085	0.0131	-0.0667
Si	2.2007	2.6665	22.2915	-0.0059	0.0082	0.0902
Si	0.3893	-1.4926	25.7435	-0.0104	-0.0132	0.012
Si	-2.2306	10.6238	24.9341	-0.0077	0.0134	0.0277
Si	4.859	2.8897	26.2468	0.0164	-0.0027	-0.0163
Si	-6.2311	4.0677	23.3808	-0.0013	-0.0093	0.0705
Si	2.23	7.332	30.4763	0.0082	-0.0359	-0.1409
Si	-1.5286	1.0658	32.9639	0.0057	0.0075	-0.1502
Si	0.1668	5.7495	34.1508	0.0419	-0.0159	-0.2539
Si	1.8502	-2.8077	33.2444	-0.001	-0.0335	-0.1501
Si	0.6181	4.9831	29.4809	-0.0035	0.0317	-0.1124
Si	-2.1591	-3.0791	33.7931	0.0109	0.0226	-0.1748
Si	-5.5133	-2.1501	26.5594	-0.0119	-0.0144	-0.034
Si	-7.6084	2.4712	31.589	0.0014	0.0089	-0.1183
Si	5.7861	3.6104	31.9695	-0.0426	0.0067	-0.1484
Si	4.5434	1.0099	35.4025	0.011	0.0085	-0.227
Si	-0.2233	-0.9442	34.7517	-0.0117	-0.0157	-0.2094
Si	-3.1286	9.8	31.6738	-0.0455	0.0142	-0.1286
Si	3.8632	9.0965	34.9581	-0.0141	-0.001	-0.1926
Si	7.0097	2.5458	34.42	-0.0078	-0.0012	-0.2426
Si	6.49	7.4937	35.6874	0.0196	0.0223	-0.2312
Si	11.2275	3.3294	32.1098	0.0234	-0.0045	-0.1532
O	0.1847	-0.6196	-1.4047	-0.0079	0.0321	0.1652
O	-3.384	-1.5274	-7.5438	0.0165	0.0079	0.0618
O	1.7343	8.304	-6.0275	-0.0225	0.0313	0.1003
O	6.0735	2.1441	-6.5023	0.0068	0.0166	0.0602
O	5.1695	-0.4566	-7.6498	0.0063	0.0202	0.0526
O	0.0996	5.4901	-1.915	-0.0346	0.0089	0.2427
O	2.875	8.8596	-1.4416	-0.0019	-0.0588	0.1707
O	1.4936	6.5762	-3.9391	-0.0363	-0.0105	0.0927
O	4.1091	1.2529	0.6813	0.0229	-0.0458	0.0868
O	3.4219	2.0178	-1.6292	-0.0217	0.021	0.1452
O	7.5388	2.952	-1.7535	0.0664	0.0002	0.2318
O	8.069	1.496	-3.8521	-0.0231	0.0297	0.093
O	3.9358	6.7441	-0.3887	0.0392	0.1687	0.2479
O	6.1	6.0281	-1.3808	-0.013	0	0.1579
O	9.3753	6.9697	-0.5106	-0.0308	-0.043	0.1616
O	7.2768	8.4538	-0.9423	0.0289	-0.0113	0.1315
O	2.6269	2.6455	15.033	-0.0392	-0.0381	-0.1635
O	1.4336	4.5377	16.5203	-0.0269	-0.009	-0.2572
O	4.6036	1.5226	16.0953	0.0083	-0.0155	-0.1793
O	8.1354	2.7502	15.2816	-0.065	-0.0497	-0.3777
O	1.0993	10.1905	15.5763	-0.0097	-0.0283	-0.2014
O	9.4365	11.7835	16.4343	-0.0171	0.0187	-0.2625
O	2.6739	8.1621	15.0914	0.0659	-0.0034	-0.1624
O	4.7689	7.1401	16.2138	-0.0335	-0.0115	-0.1767
O	9.3559	-4.5451	16.3411	0.016	0.0107	-0.2396
O	6.0766	1.1506	20.7082	0.0033	-0.015	-0.0897
O	6.0377	3.7972	16.219	0.075	-0.0417	-0.1702
O	9.4819	4.2614	20.702	-0.0213	0.0088	-0.0667
O	5.2132	16.3959	22.9111	0.004	0.0103	-0.0457
O	1.3087	11.7321	17.5092	0.0096	-0.025	-0.0963
O	29.6695	12.6711	22.3361	-0.0168	-0.0029	-0.0615
O	8.2191	8.2264	15.0104	-0.0063	0.066	-0.1448
O	2.6625	5.5004	18.9303	0.0007	-0.0523	-0.1073
O	2.9333	7.9982	19.5579	0.0167	0.0115	-0.0806
O	-13.4262	5.2588	18.5945	0.0031	0.053	-0.129
O	-7.1336	3.8547	17.2773	0.0117	-0.0435	-0.1176
O	7.2581	5.6666	21.0713	0.0107	-0.0137	-0.0674
O	3.7767	10.4406	19.9099	0.0125	-0.0263	-0.0817
O	10.1636	1.8046	18.8257	-0.0149	-0.0277	-0.0971
O	7.6243	12.1726	18.4206	0.0285	-0.0183	-0.0876
O	5.2975	2.2733	18.4531	-0.042	0.0325	-0.1337
O	0.0268	5.6053	22.4143	0.0033	-0.0054	-0.0449
O	5.1835	8.7054	18.3937	0.044	-0.0129	-0.1288
O	9.1949	10.2098	18.5339	0.0068	0.015	-0.0668
O	4.8086	6.4305	20.4998	-0.0248	0.0265	-0.0637
O	0.8471	-2.8501	22.4956	0.0079	0.007	-0.039
O	0.534	9.0786	17.7915	0.0228	0.0293	-0.0933
O	7.7074	2.8642	24.6432	0.0002	-0.005	-0.0318
O	1.4634	12.494	23.3068	0.0164	0.0036	-0.0377
O	-3.745	14.2546	19.9402	-0.0032	-0.0212	-0.0696
O	-5.3136	13.8785	22.6	0.0052	-0.0179	-0.0559
O	12.1811	9.2992	27.0917	0.0104	-0.0014	0.0163
O	7.0168	5.158	25.4299	-0.0053	0	0.0009
O	2.9927	9.7348	17.5027	-0.025	0.0056	-0.1042
O	1.3641	11.6259	20.0552	-0.0256	0.0093	-0.1054
O	9.39	7.5998	18.6466	-0.0167	-0.024	-0.0882
O	-0.1816	10.3727	22.527	-0.0049	-0.0105	-0.0462
O	13.3121	17.0972	21.4807	0.0238	0.007	-0.0775
O	-3.8082	18.0836	17.4295	-0.0336	0.0441	-0.0993
O	1.2614	-0.6139	24.6945	0.0008	0.0088	-0.0299
O	-1.4188	1.0013	24.3091	0.0019	0.0044	-0.0201
O	1.6084	3.129	18.7513	0.0093	0.0333	-0.098
O	-4.3819	-3.1162	22.3284	-0.0059	-0.0159	-0.046
O	-0.0546	-1.8401	20.2665	-0.0056	-0.0013	-0.1396
O	-2.6908	7.113	24.245	-0.006	0.0034	-0.0378
O	1.8734	17.1221	24.1451	0.0105	-0.0129	-0.0304
O	1.8702	4.4307	28.6276	0.0033	-0.0014	0.052
O	-1.0148	14.2403	23.174	0.0062	0.0166	-0.0463
O	-5.644	-1.1523	25.3053	0.003	0.0081	-0.0065
O	-7.3447	6.4961	30.9863	-0.0097	0.0071	0.0481
O	-6.0507	1.3736	25.6904	-0.0077	0.007	0.0062
O	-1.7752	-2.6547	22.0062	0.0169	-0.0065	-0.0545
O	-8.4945	10.3786	22.1752	0.0208	-0.0054	-0.068
O	6.2433	9.3945	16.1078	0.0097	0.007	-0.2114
O	3.2344	12.7019	21.3499	-0.0001	-0.0182	-0.062
O	-7.7904	14.6911	22.9844	-0.0018	-0.0006	-0.0376
O	-7.1121	3.1361	27.3993	-0.0076	0.0145	0.0229
O	3.8784	0.965	31.7641	0.0039	0.0018	0.0568
O	5.8621	-5.8536	31.1063	0.0134	-0.0208	0.0636
O	-1.9945	3.8846	26.7928	0.0034	-0.0004	0.0068
O	0.9885	14.2455	21.4714	-0.0027	0	-0.0457
O	10.2767	5.2663	28.4851	0.0276	-0.0035	0.0449
O	1.9032	6.756	26.836	-0.0025	0.0023	0.0197
O	8.726	6.5385	26.7825	-0.0008	0.0045	0.01
O	-4.5442	-7.7577	26.8855	-0.0068	-0.0024	0.0065
O	5.8123	0.5326	23.3683	-0.002	0.019	-0.0473
O	11.0551	3.9875	30.6531	-0.0084	-0.0267	0.0884
O	-4.5792	-3.3659	26.0942	0.0042	0.0059	0.0015
O	0.005	-5.5754	25.86	0	0.0039	0.0002
O	3.4002	-7.9835	30.0191	0.0076	-0.0222	0.0796
O	3.8497	10.6802	34.5935	0.0098	0.0062	0.1054
O	-4.8203	-1.5668	27.8953	0.0051	0.0057	0.0579
O	-3.4353	-3.7611	34.4666	-0.0554	0.0024	0.1014
O	-1.5507	-1.8746	34.6977	0.0138	0.0047	0.0718
O	-1.1305	-0.9305	25.9213	0.0038	0.0032	0
O	5.5407	1.872	34.49	-0.0171	-0.0279	0.098
O	18.1935	0.333	25.6509	-0.0046	-0.0027	-0.0105
O	0.9884	6.3632	30.2008	0.0026	0.003	0.0505
O	3.3747	8.3309	33.6391	0.0452	0.0177	0.0846
O	4.2203	3.5002	32.4161	0.0136	0.0029	0.0547
O	4.4293	5.1764	28.952	0.0071	0.0065	0.0488
O	-0.8813	-8.5655	32.2178	-0.0009	-0.0142	0.0646
O	0.1746	-3.0101	25.2308	0.0194	-0.0017	-0.0144
O	1.7688	2.55	32.1444	-0.0188	0.0031	0.0593
O	3.8573	8.3475	26.9028	0.0094	-0.007	0.0235
O	0.2372	4.347	33.3604	-0.0161	0.0511	0.0978
O	-6.2263	3.891	24.9898	-0.0052	-0.0057	-0.0219
O	-8.3385	8.1289	29.1074	-0.0003	-0.0011	0.0728
O	5.5939	7.5342	29.8337	-0.0025	-0.0044	0.043
O	0.9412	9.1446	34.0018	-0.032	0.0353	0.089
O	-2.7007	-2.44	32.4175	0.0296	-0.025	0.1047
O	5.4869	0.2337	36.4758	-0.0033	-0.0206	0.1495
O	5.2964	8.447	35.2277	0.0021	-0.0327	0.1138
O	-1.0771	-4.2553	33.5881	0.0016	0.0013	0.0646
O	6.7785	3.7066	33.272	0.0278	-0.0198	0.1069
O	-1.9328	-0.0135	31.83	0.0179	0.0171	0.0628
O	-0.4453	11.3252	33.977	0.015	-0.0435	0.0917
O	6.3892	-0.3207	32.2175	0.0138	-0.0051	0.0622
O	9.4375	1.3402	36.9148	-0.05	0.022	0.2048
O	-2.8805	-1.2526	23.8202	-0.0028	-0.0156	-0.027

Results
free energy: -163107.659 eV
free energy less fixed offsets of O -570.45, Si -639.56 eV per atom: 1.221 eV

The program warned: the cutoff lies below the one the program advises for these potential files; the forces do not sum to zero within the program's tolerance; empty levels may hold ghost states of the PAW files; the exchange-correlation potential is rough where the density is thin.
